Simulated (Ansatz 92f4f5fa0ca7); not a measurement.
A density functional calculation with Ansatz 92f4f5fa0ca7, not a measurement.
Periodic cell of 351 atoms, Si241O110, from a study of silicon, its oxide and their interface. The atomic structure is a simulated model.
Doubt: the cutoff is far below the 930 eV that the study's wrapper takes by default for these files, so forces and energies are approximate.
This geometry differs little from another in the collection (a relaxation step or a small displacement).

Settings
functional: PBE
potential files: Ansatz PAW
basis: plane waves
wave-function cutoff: 580 eV
density cutoff ratio: 5
exchange-correlation grid ratio: 1
k mesh: 1 x 1 x 1, Gamma-centred
self-consistency stop: 5e-08 eV per atom in the density residual
occupations: fixed
spin: none
net charge: 0

Cell vectors (angstrom)
a  11.6015  0  0
b  0  13.3963  0
c  0  0  40.3803

Atoms: element, x, y, z (angstrom)
Si  0  2.2327  1.1851
Si  3.8672  2.2327  1.1851
Si  7.7343  2.2327  1.1851
Si  1.9336  5.5818  1.1851
Si  5.8008  5.5818  1.1851
Si  9.6679  5.5818  1.1851
Si  0  8.9308  1.1851
Si  3.8672  8.9308  1.1851
Si  7.7343  8.9308  1.1851
Si  1.9336  12.2799  1.1851
Si  5.8008  12.2799  1.1851
Si  9.6679  12.2799  1.1851
Si  1.9336  1.1164  1.9745
Si  5.8008  1.1164  1.9745
Si  9.6679  1.1164  1.9745
Si  0  4.4654  1.9745
Si  3.8672  4.4654  1.9745
Si  7.7343  4.4654  1.9745
Si  1.9336  7.8145  1.9745
Si  5.8008  7.8145  1.9745
Si  9.6679  7.8145  1.9745
Si  0  11.1635  1.9745
Si  3.8672  11.1635  1.9745
Si  7.7343  11.1635  1.9745
Si  1.9336  1.1164  4.3426
Si  5.8008  1.1164  4.3426
Si  9.6679  1.1164  4.3426
Si  0  4.4654  4.3426
Si  3.8672  4.4654  4.3426
Si  7.7343  4.4654  4.3426
Si  1.9336  7.8145  4.3426
Si  5.8008  7.8145  4.3426
Si  9.6679  7.8145  4.3426
Si  0  11.1635  4.3426
Si  3.8672  11.1635  4.3426
Si  7.7343  11.1635  4.3426
Si  0  0  36.0398
Si  3.8672  0  36.0398
Si  7.7343  0  36.0398
Si  1.9336  3.3491  36.0398
Si  5.8008  3.3491  36.0398
Si  9.6679  3.3491  36.0398
Si  0  6.6981  36.0398
Si  3.8672  6.6981  36.0398
Si  7.7343  6.6981  36.0398
Si  1.9336  10.0472  36.0398
Si  5.8008  10.0472  36.0398
Si  9.6679  10.0472  36.0398
Si  0  0  38.4079
Si  3.8672  0  38.4079
Si  7.7343  0  38.4079
Si  1.9336  3.3491  38.4079
Si  5.8008  3.3491  38.4079
Si  9.6679  3.3491  38.4079
Si  0  6.6981  38.4079
Si  3.8672  6.6981  38.4079
Si  7.7343  6.6981  38.4079
Si  1.9336  10.0472  38.4079
Si  5.8008  10.0472  38.4079
Si  9.6679  10.0472  38.4079
Si  0  2.2327  39.1973
Si  3.8672  2.2327  39.1973
Si  7.7343  2.2327  39.1973
Si  1.9336  5.5818  39.1973
Si  5.8008  5.5818  39.1973
Si  9.6679  5.5818  39.1973
Si  0  8.9308  39.1973
Si  3.8672  8.9308  39.1973
Si  7.7343  8.9308  39.1973
Si  1.9336  12.2799  39.1973
Si  5.8008  12.2799  39.1973
Si  9.6679  12.2799  39.1973
Si  0.2656  -0.0255  28.8369
Si  3.8995  0.0545  29.237
Si  7.9605  0.1395  28.8818
Si  2.0777  3.4683  28.7232
Si  5.8604  3.2616  29.0795
Si  9.6056  3.5588  28.8552
Si  0.1243  6.9687  28.7954
Si  4.0246  6.7669  28.8226
Si  7.7663  6.8858  28.9689
Si  2.0222  10.3047  29.082
Si  5.8986  10.2318  29.2475
Si  9.5752  9.9224  28.7975
Si  0.0456  2.3211  29.3598
Si  3.8558  2.3234  29.8327
Si  7.8612  2.3002  29.8443
Si  2.0157  5.704  29.5273
Si  5.8996  5.5878  29.6367
Si  9.7858  5.7906  29.6095
Si  0.0396  9.1123  29.6836
Si  3.9193  9.0081  29.6874
Si  7.7538  9.0026  29.9794
Si  2.0082  12.3983  30.1282
Si  5.9668  12.4917  29.8208
Si  9.8208  12.2301  29.4801
Si  0.0261  2.2854  31.8701
Si  3.865  2.2908  32.1737
Si  7.7928  2.2646  32.1739
Si  1.9693  5.6386  31.9591
Si  5.8533  5.6038  32.0362
Si  9.7279  5.6659  32.0127
Si  0.0393  9.002  32.0714
Si  3.907  8.9638  32.0716
Si  7.7894  8.9748  32.2766
Si  1.9539  12.335  32.3937
Si  5.8716  12.3844  32.1685
Si  9.7372  12.278  31.9486
Si  1.9069  1.2199  32.9218
Si  5.8245  1.1966  32.9491
Si  9.7466  1.1197  32.804
Si  0.0402  4.4954  32.7803
Si  3.8884  4.541  32.8566
Si  7.8001  4.5254  32.8584
Si  1.9641  7.8478  32.841
Si  5.8235  7.8253  32.8938
Si  9.7442  7.8487  32.9164
Si  -0.0082  11.1879  32.9406
Si  3.9418  11.1913  32.9213
Si  7.8032  11.2425  32.9051
Si  1.9201  1.139  35.2744
Si  5.8023  1.1272  35.2886
Si  9.6869  1.1098  35.208
Si  0.0053  4.4629  35.1966
Si  3.8665  4.4786  35.2362
Si  7.7435  4.476  35.237
Si  1.9341  7.8133  35.2278
Si  5.7954  7.8088  35.2562
Si  9.6826  7.8128  35.2694
Si  -0.0132  11.1623  35.2841
Si  3.8829  11.1598  35.2722
Si  7.748  11.1787  35.2633
Si  -0.0072  0.0035  5.1261
Si  3.8752  -0.004  5.1512
Si  7.7166  -0.0103  5.161
Si  1.9322  3.3419  5.1752
Si  5.7974  3.3505  5.1271
Si  9.6742  3.3431  5.1307
Si  0.0027  6.6801  5.1061
Si  3.8606  6.6892  5.1587
Si  7.7253  6.6799  5.111
Si  1.9359  10.0534  5.0714
Si  5.7882  10.0568  5.1278
Si  9.6608  10.0472  5.0934
Si  -0.0505  -0.0217  7.4895
Si  3.8745  -0.0399  7.5352
Si  7.6559  -0.0682  7.5532
Si  1.925  3.2829  7.5793
Si  5.7826  3.3215  7.4909
Si  9.6739  3.2936  7.4974
Si  -0.0123  6.608  7.4544
Si  3.8114  6.6432  7.5481
Si  7.6771  6.6082  7.4634
Si  1.9023  10.0497  7.396
Si  5.7217  10.0343  7.4917
Si  9.6165  10.0028  7.4319
Si  -0.0267  2.1685  8.389
Si  3.9007  2.182  8.3473
Si  7.7192  2.1982  8.2459
Si  1.8827  5.5106  8.3909
Si  5.7463  5.5227  8.3573
Si  9.6364  5.5314  8.2495
Si  -0.0108  8.8762  8.0581
Si  3.77  8.9143  8.2397
Si  7.6551  8.856  8.1114
Si  1.8962  12.2689  8.2177
Si  5.7305  12.1976  8.4921
Si  9.6186  12.2199  8.2574
Si  -0.0555  2.083  10.811
Si  3.963  2.1107  10.7355
Si  7.7303  2.1913  10.5895
Si  1.8113  5.4329  10.8115
Si  5.6769  5.4657  10.7686
Si  9.6147  5.5012  10.6106
Si  -0.0418  8.8327  10.3506
Si  3.6424  8.8878  10.5911
Si  7.556  8.7401  10.4141
Si  1.7938  12.2576  10.5571
Si  5.622  12.0834  10.999
Si  9.51  12.1375  10.6125
Si  1.9987  1.0529  11.4521
Si  5.9612  0.9762  11.5774
Si  9.5355  0.9428  11.4632
Si  -0.17  4.3104  11.56
Si  3.7571  4.2995  11.5907
Si  7.7071  4.4341  11.4546
Si  1.7553  7.7225  11.4293
Si  5.5581  7.7595  11.2784
Si  9.6158  7.8007  11.0943
Si  -0.1089  11.0111  11.2157
Si  3.4575  11.0208  11.6379
Si  7.6513  10.855  11.3734
O  5.8891  3.9336  14.4461
O  12.5927  -0.6781  14.2033
O  13.1849  2.4936  24.8395
O  5.9887  11.5855  16.2132
O  3.9021  2.4813  15.3454
O  6.4737  1.0266  13.1942
O  8.0051  4.5502  13.0942
O  11.6394  10.7266  12.8547
O  3.0831  -0.3897  20.9329
O  5.2095  8.0068  12.9022
O  2.743  10.925  13.1938
O  0.4921  7.9292  15.5673
O  15.3888  10.5769  21.3108
O  1.4928  -2.6595  23.0116
O  6.9696  3.7714  25.4612
O  6.2619  10.4372  27.6495
O  12.4715  13.1099  27.2632
O  -0.8663  -2.0454  24.1123
O  2.1787  10.7971  27.4743
O  5.7758  2.752  27.5073
O  13.8272  7.6506  25.7149
O  -1.046  9.4581  17.1284
O  9.268  9.4297  27.2015
O  11.4912  6.5556  24.731
Si  4.6132  8.2217  18.5309
Si  14.4883  -10.9062  18.6821
Si  0.428  9.3387  16.3818
Si  -2.9963  3.6501  25.7331
Si  9.3179  6.5851  21.2702
Si  3.0551  31.4089  22.9457
Si  10.9313  9.112  20.896
Si  15.9081  3.906  14.7031
Si  3.5497  13.8874  22.2186
Si  2.0099  9.66  19.0763
Si  19.3077  15.7421  20.4175
Si  -5.7274  15.9933  25.8995
Si  8.2973  -4.9923  26.3264
Si  11.6996  2.0987  19.3173
Si  19.0924  4.0038  14.5472
Si  16.462  -10.3841  21.0494
Si  19.4874  1.0474  14.0682
Si  15.369  -1.6389  20.1696
Si  -2.4938  -4.4259  16.5201
Si  21.2453  17.6551  19.1812
Si  4.1241  27.9425  16.2512
Si  12.8443  2.3809  23.2243
Si  12.2123  7.7093  25.66
Si  23.3231  10.1147  23.6942
Si  3.99  7.3755  22.8951
Si  21.8413  14.7443  21.8347
Si  13.9128  12.3559  26.9439
Si  6.7603  -0.401  16.421
Si  12.8355  -2.251  13.8777
Si  -5.1015  8.0508  21.0092
Si  -2.438  5.8047  16.3901
Si  -4.811  12.8312  19.4569
Si  -8.635  10.1165  22.6465
Si  2.8488  16.7026  25.5262
Si  -2.1502  12.1834  23.5328
Si  -3.5019  14.1385  25.6672
Si  -3.325  10.652  21.189
Si  6.2301  -3.3767  16.5435
Si  17.4191  23.4744  26.1421
Si  -0.1303  4.8495  14.6765
Si  1.6099  7.2765  14.577
Si  4.1941  33.3392  16.0082
Si  -1.7165  6.3229  24.4365
Si  12.4175  16.014  16.6418
Si  3.8386  7.6605  25.8812
Si  4.1364  -1.4719  24.5741
Si  13.5928  13.9349  14.5352
Si  -2.8959  -4.4053  13.5646
Si  6.0766  21.3699  14.2685
O  -0.416  4.1819  13.2162
O  3.607  -9.1826  13.2595
O  9.8603  8.2625  12.6888
O  5.4639  11.5516  25.4728
O  13.2269  7.934  13.0865
O  9.6216  18.487  17.7841
O  16.8504  -1.1865  19.585
O  11.2765  15.5499  22.8315
O  -4.6352  14.3501  20.0083
O  -11.6117  3.781  15.8899
O  3.5562  13.196  27.6174
O  10.4103  7.5954  20.5675
O  -5.9778  20.1636  15.2465
O  18.0553  3.3111  20.8461
O  16.0563  7.1756  24.4538
O  25.6537  16.9522  27.0824
O  18.7228  22.6621  25.5413
O  8.0773  15.8968  14.7978
O  2.0548  16.7137  17.5065
O  7.6227  7.7796  13.8113
O  14.6791  -5.9257  15.26
O  -3.7909  11.9047  20.2873
O  13.9799  1.1731  13.0807
O  3.0512  -8.7474  24.595
O  15.7966  6.691  27.152
O  9.1003  7.5637  25.1756
O  15.2175  1.3009  17.809
O  11.0993  9.1732  22.5192
O  9.3843  4.8379  24.9351
O  9.9911  13.2818  22.4679
O  -4.2413  12.907  17.9271
O  11.6649  20.7808  27.1712
O  -2.2342  18.5849  20.4703
O  7.8591  13.2937  15.2451
O  4.0096  3.2267  19.6338
O  3.841  18.3747  15.8371
O  19.3821  7.0822  21.1468
O  20.1097  16.458  19.1727
O  8.0316  10.3519  12.9379
O  1.4976  9.3702  17.5823
O  12.5642  10.4362  15.3093
O  2.7626  12.3224  25.3826
O  14.2984  -2.229  19.074
O  14.4579  8.5134  22.6424
O  20.4337  20.7669  16.729
O  0.2899  -4.1943  25.0434
O  12.818  28.4094  15.4471
O  -3.4175  0.2743  27.2311
O  4.4856  -4.2698  26.2185
O  5.3775  7.675  22.1178
O  7.0577  9.5706  21.1866
O  22.7317  17.0236  19.4548
O  -3.8386  9.7231  17.0922
O  8.4782  -2.257  22.7385
O  5.1367  22.8898  17.6342
O  -5.075  14.5634  25.4134
O  27.1432  23.8757  23.8732
O  3.2863  13.4142  15.4102
O  23.1296  15.1351  17.7188
O  -5.9052  14.2159  16.3253
O  9.654  6.3632  22.8375
O  9.186  0.7886  13.1021
O  7.6548  20.6675  27.3357
O  12.8467  5.6966  14.4826
O  4.3146  -0.341  23.4082
O  8.6193  12.9099  24.7356
O  9.3211  9.4348  14.9786
O  2.1631  1.1418  22.7308
O  9.037  17.1871  27.3026
O  13.3232  3.7771  22.4954
O  8.7975  15.5182  21.6424
O  -5.6686  9.3578  15.0896
O  15.9308  15.9867  25.3644
O  10.26  5.8077  15.1812
O  13.2965  1.9842  19.6928
O  -0.7029  14.5197  20.3444
O  0.7467  -3.9178  20.1317
O  -3.7078  4.9725  15.7901
O  4.3873  17.3587  22.2757
O  9.691  -3.2684  20.5306
O  5.8067  7.8274  19.554
O  14.701  6.1179  22.3774
O  3.2323  8.5878  19.334
O  -7.2838  20.3261  17.5773
O  9.0082  2.0903  25.336
O  4.6605  14.9067  21.6323

Results
free energy: -215760.589 eV
free energy less fixed offsets of O -568.88, Si -635.61 eV per atom: -1.779 eV

Forces (eV/angstrom), in the order of the atoms: element, x, y, z
Si  0.0011  0.0412  0.0179
Si  0.0118  0.0088  0.0151
Si  0.0051  0.0338  -0.0143
Si  -0.0011  0.0127  -0.0206
Si  0.0087  0.0099  0.0335
Si  -0.0027  -0.0029  0.0162
Si  0.0134  0.0023  0.0256
Si  -0.0017  0.0188  0.0061
Si  0.0031  0.0053  0.0148
Si  0.013  -0.0251  -0.0012
Si  -0.0047  -0.0056  -0.0164
Si  0.0061  -0.0058  -0.0148
Si  0.0162  -0.0118  -0.0188
Si  0.0029  -0.0195  -0.0105
Si  -0.0629  -0.0478  -0.0158
Si  0.0404  -0.0784  0.0038
Si  -0.0507  -0.0115  -0.0019
Si  0.0105  -0.0687  0.0009
Si  0.02  -0.0537  -0.0038
Si  -0.0401  -0.0034  -0.006
Si  -0.0151  -0.0413  -0.0171
Si  -0.0334  0.0334  -0.0068
Si  0.0168  0.0437  0.0035
Si  -0.0382  0.0109  -0.0043
Si  0.0552  0.0086  0.1948
Si  -0.0117  -0.0449  0.0273
Si  -0.1708  -0.0703  0.0847
Si  0.0905  -0.1908  -0.0838
Si  -0.1161  -0.0405  0.1121
Si  0.021  -0.156  -0.1055
Si  0.0554  -0.1221  -0.0522
Si  -0.1419  -0.018  0.1422
Si  -0.0321  -0.1268  -0.0106
Si  -0.0712  0.0862  -0.188
Si  0.0634  0.1333  -0.2609
Si  -0.1492  0.0679  -0.0997
Si  -0.0537  0.0606  0.1365
Si  -0.0797  0.0657  -0.0278
Si  0.2004  0.1274  0.0081
Si  -0.04  0.2351  0.0312
Si  0.0254  0.2204  -0.0358
Si  0.1259  -0.0323  -0.3166
Si  0.1401  -0.1266  -0.069
Si  -0.0776  0.0232  0.0604
Si  0.0275  0.0231  -0.0027
Si  0.0202  -0.0613  -0.0892
Si  0.1779  -0.0378  0.0462
Si  -0.059  -0.0277  0.2418
Si  -0.0139  0.0157  -0.0128
Si  -0.0298  0.0123  0.0109
Si  0.0635  0.0605  -0.0075
Si  -0.0057  0.107  0.0069
Si  0.0125  0.0863  0.0132
Si  0.031  -0.0078  0.0123
Si  0.0605  -0.0482  -0.0013
Si  -0.0317  0.0222  -0.0006
Si  0.0065  0.0276  0.0129
Si  0.0142  -0.0086  0.0194
Si  0.0587  -0.0082  0.0112
Si  -0.0289  -0.0091  0.0037
Si  0.0052  -0.0409  -0.0131
Si  -0.0105  -0.0082  -0.0293
Si  -0.0115  -0.034  -0.0094
Si  0  -0.0149  0.0472
Si  -0.0083  -0.0125  -0.0043
Si  0.0013  0.0078  -0.0294
Si  -0.0188  0.0041  -0.0251
Si  -0.0001  -0.0148  -0.0115
Si  0.0024  0  0.0296
Si  -0.0139  0.0222  -0.0024
Si  0.0055  0.001  -0.0329
Si  -0.0046  -0.0017  0.012
Si  0.0017  0.0111  -0.0233
Si  -0.0017  -0.0108  -0.0131
Si  0.0216  0.0133  -0.017
Si  0.0196  0.0094  -0.0158
Si  0.0023  -0.0092  -0.027
Si  -0.0143  0.0007  -0.0137
Si  0.0003  0.0157  -0.0166
Si  -0.0057  -0.01  -0.0191
Si  -0.0219  0.0131  -0.0205
Si  0.0101  0.0055  -0.021
Si  0.0171  0.0058  -0.0005
Si  -0.0017  -0.0083  -0.0281
Si  0.0128  -0.0075  0.0103
Si  0.0045  0.0024  0.0209
Si  0.0002  0.0003  0.0259
Si  -0.0084  -0.0032  0.0244
Si  0.0078  0.0043  0.0258
Si  0.0045  -0.0145  0.0271
Si  0.0083  -0.0097  0.0172
Si  0.0025  0.0017  0.0269
Si  0.0012  0.0004  0.0328
Si  -0.0016  0.0059  0.0205
Si  -0.0392  -0.0191  0.0316
Si  -0.0147  0.0093  0.0261
Si  -0.0014  0.0046  0.0144
Si  0.0031  0.0026  -0.0004
Si  0.0015  0.0004  0.002
Si  -0.0007  -0.0008  0.0029
Si  -0.0009  -0.0029  -0.0051
Si  0.0017  -0.0014  -0.0032
Si  0.0004  0.0006  -0.0033
Si  -0.0029  -0.0037  -0.0004
Si  0  -0.0014  0.0043
Si  0.0024  0.0004  0.0081
Si  0.005  0.0025  -0.004
Si  -0.0017  0.0012  -0.0025
Si  0.0013  0.0019  0
Si  -0.0004  0.0035  -0.0015
Si  -0.0026  0.0033  -0.0076
Si  0.0006  0.0061  -0.0097
Si  -0.0015  0.0019  -0.0019
Si  0.0003  0.0028  -0.0072
Si  -0.0036  0.0014  -0.0088
Si  -0.0026  0.0009  -0.0035
Si  -0.0003  0.0017  0.0028
Si  0.0008  0.0024  0.0014
Si  0.0012  0.0001  -0.0099
Si  0.0023  0.0026  -0.0064
Si  -0.0035  0.0043  0.0056
Si  -0.0014  0.0006  0.0034
Si  0.0035  -0.0061  0.006
Si  -0.0007  -0.0061  0.0035
Si  -0.0006  -0.0022  0.0045
Si  0.0015  -0.0007  0.0069
Si  -0.0001  -0.0042  0.0039
Si  -0.0033  -0.0048  0.0031
Si  0.0051  -0.0061  0.0029
Si  -0.0032  -0.0033  0.0073
Si  0.0021  -0.0033  0.005
Si  -0.0022  0.0044  0.007
Si  0.0013  0.003  -0.003
Si  0.0037  0.0031  -0.0059
Si  0.0014  0.0002  -0.0056
Si  0.0023  0.0015  -0.0058
Si  0  0.006  -0.0035
Si  0.003  0.0013  -0.003
Si  0.0019  -0.0035  -0.004
Si  0.003  0.0009  -0.0033
Si  -0.0012  -0.0041  -0.007
Si  0.0023  0.004  -0.004
Si  -0.001  0.0065  -0.0036
Si  0  0.002  -0.0046
Si  -0.0031  -0.0001  0.0048
Si  -0.0049  -0.0012  0.0112
Si  -0.0023  0.0007  0.0108
Si  -0.0011  -0.0005  0.0118
Si  0.0014  -0.001  0.007
Si  -0.0005  0.0039  0.0039
Si  0.0039  0.0007  -0.0006
Si  -0.0031  -0.0003  0.0124
Si  0.0019  -0.0089  0.0052
Si  -0.0029  -0.0021  -0.004
Si  -0.0027  -0.0008  0.0101
Si  -0.0017  -0.0034  0.0067
Si  0.0008  -0.0002  0.0036
Si  -0.001  0.0031  0.0062
Si  0.0002  0.0035  -0.0093
Si  0.0004  0.0008  -0.0006
Si  -0.0025  -0.0027  -0.0013
Si  0.0031  -0.0018  0.0054
Si  -0.0032  -0.0057  0.0041
Si  -0.0028  -0.0012  0.0059
Si  -0.0043  -0.0029  -0.0034
Si  -0.0036  -0.0003  -0.0098
Si  -0.0022  0.0014  -0.0182
Si  -0.0032  0.0005  0.0033
Si  -0.0142  0.0077  -0.0184
Si  -0.0179  -0.0072  -0.0209
Si  -0.0017  -0.0119  -0.0214
Si  0.0131  0.01  -0.0263
Si  0.0097  0.0052  -0.0252
Si  -0.007  0.0094  -0.0249
Si  -0.0101  0.0033  -0.0231
Si  0.014  -0.017  -0.0219
Si  0.0124  0.0146  -0.0181
Si  0.0045  -0.0116  -0.0185
Si  0.0274  0.0027  0.002
Si  0.0142  0.0005  -0.0191
Si  0.0143  0.0101  0.0433
Si  0.0016  0  0.0187
Si  -0.0097  -0.0018  0.0248
Si  -0.0012  -0.0151  0.0376
Si  -0.0153  0.0028  0.032
Si  0.0136  0.0014  0.0346
Si  0.0003  -0.0181  0.035
Si  -0.0202  0.005  0.015
Si  0.0053  -0.0053  0.0031
Si  -0.0068  0.0022  0.0179
Si  -0.0264  0.0079  0.0359
Si  0.0058  -0.0206  0.019
O  0.0047  -0.0105  0.0184
O  0.0061  0.0011  0.0108
O  0.009  0.0041  0.0043
O  0.0028  0.0026  0.0155
O  0.0111  0.0255  -0.0019
O  -0.0242  -0.0042  -0.0125
O  -0.0065  -0.0097  -0.002
O  0.0001  0.0034  0.006
O  0.0047  0.0033  0.0059
O  -0.0019  0.0029  0.0007
O  0.0444  -0.0051  -0.036
O  0.0057  0.0028  0.01
O  -0.0043  -0.0012  0.0079
O  -0.0047  0.0001  -0.0041
O  0.0011  -0.006  -0.0169
O  0.01  -0.007  0.0008
O  -0.0119  0.009  0.0169
O  0.0001  -0.0003  -0.0047
O  -0.0068  -0.0149  0.0133
O  -0.0008  0.0072  0.0209
O  -0.0041  -0.0023  -0.0024
O  0.0009  0.0023  0.005
O  0.0202  0.0215  0.0296
O  -0.0056  0.0025  -0.0014
Si  -0.0054  -0.0018  -0.006
Si  0.0003  0.0056  0.002
Si  0.0046  -0.0072  -0.0167
Si  -0.0051  0.0019  -0.0044
Si  -0.009  -0.0001  -0.0083
Si  -0.0003  -0.0065  0.0126
Si  -0.0067  -0.0024  0.0009
Si  0.0263  -0.0144  0.0058
Si  0.0013  0.0075  -0.0038
Si  0.0064  0.0047  -0.0036
Si  -0.006  -0.0007  0.004
Si  0.0024  -0.0041  0.0067
Si  -0.0026  -0.011  -0.013
Si  0.0034  0.0015  0.0045
Si  -0.0226  0.0002  -0.0144
Si  0.0152  -0.0007  0.0066
Si  0.0116  -0.008  0.0158
Si  0.0008  0.005  0.0049
Si  -0.0016  -0.0001  -0.0163
Si  -0.0057  -0.0118  0.014
Si  0.0068  0.0067  -0.0153
Si  -0.0076  0.004  0.0198
Si  0.0045  0.0052  -0.016
Si  0.0028  0.0019  0.0077
Si  -0.0136  0.0012  0.0193
Si  -0.0048  0.0045  0.0069
Si  0.0126  -0.0029  -0.0201
Si  -0.0016  -0.0062  -0.0057
Si  -0.0322  -0.0033  0.0249
Si  0.0111  -0.0014  0.0137
Si  -0.0033  0.0029  -0.0194
Si  0.0026  0.0047  0.0114
Si  0.0019  -0.0008  0.005
Si  -0.0087  0.0013  -0.0131
Si  -0.0026  0.0015  -0.0009
Si  -0.0048  -0.0027  -0.0079
Si  -0.005  0.0013  -0.0045
Si  -0.0021  -0.0014  -0.016
Si  -0.009  0.0078  0.0012
Si  0.0038  0.007  0.0026
Si  -0.0029  -0.0073  0.0077
Si  0.0093  0.0008  -0.0242
Si  0.0047  0.0029  0.0074
Si  -0.0043  -0.0047  -0.0244
Si  0.0088  0.002  -0.0261
Si  -0.0094  0.0041  0.0025
Si  -0.0243  0.0209  0.0059
Si  0.0119  0.0081  0.0187
Si  -0.0208  0.0008  0.0211
O  -0.0004  -0.0072  -0.0348
O  0.0041  0.0019  -0.0282
O  -0.0083  -0.0016  0.0135
O  0.0042  -0.0008  -0.0068
O  0.0049  0.0139  -0.0266
O  -0.0027  0.0114  -0.0072
O  0.0002  0.0001  0.002
O  0.0033  0.0023  -0.0045
O  0.0009  -0.009  -0.0033
O  0.0059  -0.012  0.009
O  0.0043  0.0077  0.0036
O  0.0015  0.0024  0.003
O  -0.0044  0.017  0.0125
O  -0.0083  -0.0003  -0.0035
O  -0.0039  0.0044  0.0163
O  -0.0023  0.0037  0.0182
O  0.0038  -0.0055  -0.0145
O  -0.0128  0.0048  0.0051
O  -0.0075  -0.0009  0.0037
O  0.0048  -0.0073  0.0002
O  -0.004  0.0013  0.0133
O  -0.0045  -0.0015  -0.0011
O  -0.0047  -0.0009  -0.0065
O  0.0002  -0.007  0.008
O  -0.0047  -0.003  0.0213
O  -0.0022  0.0077  -0.0031
O  0.0083  -0.0092  -0.0064
O  0.004  0.0023  0.0037
O  0.0006  -0.0027  -0.0053
O  -0.0026  -0.0073  0.001
O  -0.0083  0.0015  -0.007
O  -0.0109  -0.0071  0.0217
O  0.0037  0.0019  -0.0008
O  -0.0005  0.0179  -0.0073
O  0.0002  0.0009  -0.0022
O  0.0064  0.0086  0.0129
O  -0.0009  0.0012  -0.0007
O  0.0043  0.0045  0.0011
O  -0.0062  0.0091  0.0023
O  -0.0074  -0.0014  0.0077
O  0.004  0.0122  -0.0083
O  -0.0007  0.0017  0.0022
O  -0.0034  -0.0057  0.0037
O  0.0016  0.0039  -0.0052
O  -0.0014  -0.0073  0.0138
O  -0.0044  -0.0084  0.0014
O  0.0138  -0.0217  -0.0013
O  0.0032  -0.0064  0.0038
O  0.006  0.0091  0.0012
O  0.0068  -0.0022  -0.0159
O  0.0019  0.0055  -0.0023
O  0.0024  0.0005  -0.0028
O  -0.0046  -0.0018  0.0106
O  0.0067  0.0071  0.0034
O  0.007  0.0008  0.0015
O  0.0045  0.0036  -0.0069
O  0.0057  0.0072  -0.0016
O  -0.0075  -0.0062  0.0082
O  0.0093  0.0065  -0.004
O  -0.002  -0.0018  0.0119
O  0.0032  -0.0016  0.0184
O  0.0107  -0.0004  -0.0128
O  -0.0031  -0.0073  0.0095
O  0.0026  -0.0077  0.0134
O  0.0013  -0.0074  0.0058
O  -0.0045  0.0056  0.0054
O  -0.0042  -0.0017  -0.0051
O  0.0057  -0.005  -0.014
O  0.0102  -0.0067  0.019
O  0.0064  0.0012  -0.002
O  0.0052  -0.0038  -0.002
O  -0.0014  -0.0215  0.0023
O  0.0053  0.0003  -0.0085
O  0.0092  -0.0079  0.0116
O  -0.0088  -0.0018  0.0016
O  0.0005  -0.0006  0.0057
O  -0.0003  0.0011  -0.0014
O  -0.0025  -0.0067  0.0059
O  -0.0084  0.0055  -0.0016
O  0.0003  -0.0005  0.0039
O  -0.0112  0.0034  -0.0151
O  -0.0017  0.0035  -0.0096
O  0.0056  0.0024  -0.005
O  0.0032  0.0017  -0.0014
O  -0.0022  0.0094  -0.0088
O  -0.0084  -0.0162  0.0038

The program warned: the cutoff lies below the one the program advises for these potential files; the forces do not sum to zero within the program's tolerance; the exchange-correlation potential is rough where the density is thin.
